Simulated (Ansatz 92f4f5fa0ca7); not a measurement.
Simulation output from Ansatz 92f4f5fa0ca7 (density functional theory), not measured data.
Periodic cell of 414 atoms, Si266O148, from a study of silicon, its oxide and their interface. The atomic structure is a simulated model.
Doubt: the cutoff is far below the 930 eV that the study's wrapper takes by default for these files, so forces and energies are approximate.
This geometry differs little from another in the collection (a relaxation step or a small displacement).

Settings
functional: PBE
potential files: Ansatz PAW
basis: plane waves
wave-function cutoff: 580 eV
density cutoff ratio: 5
exchange-correlation grid ratio: 1
k mesh: 1 x 1 x 1, Gamma-centred
self-consistency stop: 5e-08 eV per atom in the density residual
occupations: fixed
spin: none
net charge: 0

Cell vectors (angstrom)
a 15.4687 0 0
b 0 12.8259 0
c 0 0 36.3041

Atoms and the computed forces on them: element, x, y, z (angstrom), force x, y, z (eV/angstrom)
Si -0.012 1.171 33.637 -0.002 0.001 0
Si 3.897 1.17 33.647 0 0.005 -0.006
Si 7.755 1.17 33.617 0.004 -0.002 -0.003
Si 11.596 1.177 33.616 0.002 -0.002 0
Si 1.964 7.596 33.628 0 0.003 0.001
Si 5.802 7.593 33.629 -0.002 0.004 0.003
Si 9.689 7.589 33.635 0.001 0.003 0.001
Si 13.556 7.59 33.628 -0.001 0.003 -0.001
Si 1.934 5.247 34.037 0.042 0.226 0.06
Si 5.801 5.247 34.037 0.171 0.173 0.072
Si 9.668 5.247 34.037 0.09 0.048 -0.032
Si 13.535 5.247 34.037 0.107 0.115 -0.044
Si 0 11.66 34.037 0.192 0.108 -0.029
Si 3.867 11.66 34.037 0.104 0.106 -0.187
Si 7.734 11.66 34.037 -0.019 0.163 -0.057
Si 11.602 11.66 34.037 -0.034 0.062 -0.144
Si 0 4.664 35.274 -0.058 0.044 0.005
Si 3.867 4.664 35.274 -0.058 -0.003 -0.027
Si 7.734 4.664 35.274 -0.035 0.039 0.028
Si 11.602 4.664 35.274 -0.016 0.022 -0.015
Si 1.934 11.077 35.274 -0.069 0.007 -0.013
Si 5.801 11.077 35.274 -0.002 -0.027 -0.03
Si 9.668 11.077 35.274 0 0.001 -0.03
Si 13.535 11.077 35.274 -0.032 -0.048 -0.058
Si 0 2.332 35.686 -0.08 0.047 0.104
Si 3.867 2.332 35.686 0.095 0.067 0.161
Si 7.734 2.332 35.686 0.075 0.031 -0.03
Si 11.602 2.332 35.686 -0.045 0.005 -0.021
Si 1.934 8.745 35.686 0.078 0.037 0.086
Si 5.801 8.745 35.686 -0.036 0.029 0.098
Si 9.668 8.745 35.686 0.06 0.015 0.104
Si 13.535 8.745 35.686 0.025 0.015 0.054
Si 1.934 1.749 0.619 0.001 -0.031 -0.021
Si 5.801 1.749 0.619 -0.023 0.002 0.004
Si 9.668 1.749 0.619 -0.001 -0.002 0.008
Si 13.535 1.749 0.619 0.005 -0.003 0.002
Si 0 8.162 0.619 -0.068 0.002 -0.008
Si 3.867 8.162 0.619 -0.017 0.014 0.027
Si 7.734 8.162 0.619 0.024 -0.014 -0.01
Si 11.602 8.162 0.619 -0.029 0.01 0.003
Si 0 5.83 1.031 0.043 -0.023 -0.006
Si 3.867 5.83 1.031 0.052 -0.02 -0.019
Si 7.734 5.83 1.031 0.037 -0.006 -0.004
Si 11.602 5.83 1.031 0.012 -0.012 -0.01
Si 1.934 12.243 1.031 0.063 -0.007 0.002
Si 5.801 12.243 1.031 0.002 0.025 0.04
Si 9.668 12.243 1.031 0.002 -0.023 -0.015
Si 13.535 12.243 1.031 0.03 0.03 0.011
Si 1.934 5.247 2.268 -0.166 -0.016 -0.156
Si 5.801 5.247 2.268 -0.089 -0.049 -0.293
Si 9.668 5.247 2.268 0.067 -0.045 -0.175
Si 13.535 5.247 2.268 -0.083 0.02 0.157
Si 0 11.66 2.268 -0.088 -0.029 0
Si 3.867 11.66 2.268 -0.108 -0.049 -0.085
Si 7.734 11.66 2.268 0.056 -0.036 0.018
Si 11.602 11.66 2.268 -0.102 -0.017 0.045
Si 1.934 2.915 2.68 0.007 0.043 0.062
Si 5.801 2.915 2.68 0.037 0.019 0.058
Si 9.668 2.915 2.68 -0.009 0.06 0.068
Si 13.535 2.915 2.68 0.016 0.037 0.041
Si 0 9.328 2.68 0.076 -0.048 -0.022
Si 3.867 9.328 2.68 0.025 -0.01 0.016
Si 7.734 9.328 2.68 -0.013 -0.052 -0.03
Si 11.602 9.328 2.68 0.037 -0.015 0.006
Si -0.14 0.295 27.196 -0.006 -0.023 0.014
Si 4.333 0.257 26.394 0.037 -0.016 0.019
Si 7.524 0.61 26.851 -0.021 -0.042 -0.001
Si 12.106 -0.184 27.008 0.014 0.009 0.012
Si 1.631 6.443 27.051 0.017 -0.015 0
Si 6.257 6.475 27.187 -0.017 -0.023 0.018
Si 9.396 6.615 27.176 0.012 -0.014 0.006
Si 13.95 6.576 27.132 -0.001 -0.007 -0.002
Si 2.089 4.163 27.478 -0.001 0.026 0.011
Si 5.95 4.2 27.536 -0.001 0.032 0.007
Si 9.866 4.338 27.398 0.001 0.024 0.007
Si 13.683 4.262 27.382 0.002 0.008 -0.001
Si 0.425 10.849 27.022 -0.021 -0.007 0.004
Si 4.02 10.232 27.222 0.016 0.013 0.016
Si 7.872 10.39 27.17 -0.002 0.042 -0.005
Si 11.618 10.409 27.596 -0.004 -0.007 0.002
Si 0.102 3.561 28.646 0.001 -0.009 0.007
Si 3.988 3.701 28.785 -0.003 -0.008 -0.021
Si 7.919 3.607 28.645 -0.006 -0.011 0.012
Si 11.737 3.593 28.605 -0.009 -0.004 -0.004
Si 2.083 10.045 28.529 0.005 0.013 0.002
Si 5.95 10.019 28.537 -0.005 0.002 0.004
Si 9.636 9.915 28.674 0.012 0.003 0
Si 13.471 9.854 28.838 0.038 0.033 -0.014
Si 0.048 1.309 29.266 -0.01 -0.006 -0.005
Si 3.863 1.394 29.252 -0.03 -0.005 -0.005
Si 7.767 1.332 29.071 -0.015 -0.003 -0.003
Si 11.612 1.225 28.919 0.007 -0.003 -0.003
Si 1.974 7.711 29.038 0.004 -0.001 -0.002
Si 5.885 7.726 29.134 -0.001 -0.006 0.001
Si 9.694 7.656 29.234 0.004 -0.01 -0.002
Si 13.593 7.578 29.232 -0.006 -0.004 -0.009
Si 1.97 0.679 30.447 0 0.003 -0.016
Si 5.848 0.684 30.314 0.019 0.002 -0.013
Si 9.704 0.636 30.222 0.009 0.001 0.002
Si 13.502 0.662 30.309 0.012 0.002 -0.008
Si 0.102 7.063 30.375 -0.002 0.001 0.003
Si 3.905 7.122 30.301 -0.002 0.001 -0.016
Si 7.757 7.076 30.42 0.001 0 0.003
Si 11.635 6.968 30.374 -0.003 0.007 -0.011
Si 0.076 4.728 30.717 -0.002 0 -0.009
Si 3.932 4.81 30.822 -0.001 -0.002 0.008
Si 7.801 4.739 30.731 -0.002 -0.002 -0.01
Si 11.659 4.645 30.736 0.003 -0.001 -0.004
Si 1.984 11.148 30.661 -0.001 -0.001 -0.007
Si 5.853 11.16 30.647 0.001 -0.005 -0.005
Si 9.665 11.143 30.698 0.002 -0.006 -0.006
Si 13.575 11.163 30.776 -0.004 -0.005 -0.002
Si 1.977 4.116 31.978 0.008 -0.003 -0.005
Si 5.866 4.119 31.974 -0.003 -0.001 -0.005
Si 9.708 4.088 31.968 0.001 -0.001 -0.004
Si 13.6 4.11 31.963 -0.002 -0.005 -0.003
Si 0.059 10.543 31.953 -0.001 -0.003 0.008
Si 3.91 10.558 31.918 -0.001 -0.002 -0.005
Si 7.744 10.547 31.95 -0.001 0.004 0.004
Si 11.606 10.518 31.945 0.003 -0.002 0.004
Si 1.951 1.8 32.484 -0.001 -0.002 -0.008
Si 5.822 1.786 32.402 -0.003 0.003 -0.006
Si 9.679 1.751 32.339 0.003 -0.001 -0.001
Si 13.53 1.779 32.388 0 0.002 0.002
Si 0.035 8.213 32.419 0.001 0.001 0
Si 3.888 8.234 32.38 0 -0.004 -0.002
Si 7.749 8.224 32.449 0 -0.004 -0.001
Si 11.624 8.181 32.398 0 0.003 -0.002
Si 0 2.332 3.917 -0.137 -0.127 0.119
Si 3.867 2.332 3.917 -0.015 -0.132 0.175
Si 7.734 2.332 3.917 0.022 -0.198 0.147
Si 11.602 2.332 3.917 -0.037 -0.071 0.413
Si 1.934 8.745 3.917 -0.245 -0.126 -0.158
Si 5.801 8.745 3.917 0.067 -0.143 -0.17
Si 9.668 8.745 3.917 0.022 -0.098 0.203
Si 13.535 8.745 3.917 -0.212 -0.172 0.222
Si 1.877 6.395 4.318 0 0 -0.006
Si 5.759 6.394 4.299 0.001 -0.002 -0.005
Si 9.665 6.397 4.313 -0.001 -0.001 -0.001
Si 13.495 6.398 4.364 0.004 -0.001 -0.007
Si -0.054 12.823 4.331 0.002 -0.001 -0.005
Si 3.827 12.821 4.315 -0.001 -0.001 -0.004
Si 7.738 12.823 4.33 -0.001 -0.003 -0.005
Si 11.557 12.814 4.343 0.002 -0.001 -0.004
Si -0.038 5.776 5.59 0.003 0.003 -0.001
Si 3.81 5.742 5.481 0.006 0 -0.005
Si 7.707 5.731 5.437 -0.003 0.001 0.003
Si 11.546 5.783 5.617 0.002 -0.001 -0.008
Si 1.876 12.253 5.558 -0.003 -0.002 -0.003
Si 5.777 12.236 5.507 0.002 0 -0.001
Si 9.639 12.215 5.631 0.002 0.003 -0.005
Si 13.475 12.204 5.576 0 -0.001 -0.005
Si -0.035 3.449 6.014 0.003 0.003 -0.005
Si 3.85 3.431 6.035 0 0 -0.006
Si 7.737 3.438 6.016 0.001 0.005 -0.003
Si 11.588 3.431 6.074 -0.002 0.002 -0.009
Si 1.842 9.916 5.947 0.004 0 0.001
Si 5.811 9.907 5.951 -0.001 -0.002 0.001
Si 9.64 9.872 6.026 -0.002 0.003 -0.001
Si 13.462 9.864 6.022 0.001 0 -0.001
Si 1.882 2.882 7.28 0.004 -0.002 0.002
Si 5.816 2.901 7.309 -0.004 -0.005 -0.01
Si 9.637 2.82 7.331 -0.003 0.001 0.005
Si 13.546 2.828 7.336 -0.001 -0.006 -0.009
Si -0.064 9.219 7.206 -0.002 0.002 0.004
Si 3.818 9.275 7.014 0.002 -0.004 -0.001
Si 7.697 9.192 7.218 -0.005 0.001 -0.012
Si 11.54 9.289 7.339 0.001 -0.007 -0.01
Si -0.044 6.921 7.664 0.003 -0.006 0.004
Si 3.767 6.975 7.445 0.002 0.001 0.001
Si 7.647 6.845 7.453 0.002 -0.01 0.004
Si 11.459 6.939 7.693 0.003 -0.004 0.007
Si 1.8 13.357 7.651 0.004 -0.007 0.002
Si 5.74 13.374 7.555 -0.003 -0.007 0.001
Si 9.596 13.315 7.754 0 -0.007 0.005
Si 13.446 13.288 7.673 0.002 -0.005 -0.001
Si 1.974 6.441 8.855 0.002 -0.006 -0.003
Si 5.674 6.363 8.616 0.002 0.007 0
Si 9.447 6.235 8.808 -0.003 0.006 0.008
Si 13.439 6.296 8.821 0.004 0.005 0.004
Si -0.108 12.497 8.815 0.004 0.006 0.009
Si 3.792 12.776 8.726 0.005 0.008 0.007
Si 7.582 12.563 8.776 0.004 0.008 0.013
Si 11.541 12.744 9.016 0.001 -0.006 0.001
Si 2.004 4.153 9.299 -0.002 -0.001 0.006
Si 5.64 4.117 9.39 0.011 0.006 -0.014
Si 9.74 3.967 9.416 0.002 0.004 -0.004
Si 13.631 4.025 9.425 -0.014 0.005 0.003
Si -0.081 10.188 9.345 0 0.011 -0.008
Si 3.802 10.468 8.99 0.003 0.007 -0.009
Si 7.651 10.321 9.301 0 0.018 -0.006
Si 11.548 10.413 9.48 0.014 0.001 0.004
Si 0.196 3.655 10.667 0.004 -0.002 -0.008
Si 3.788 3.327 10.602 -0.006 -0.002 -0.007
Si 8.182 3.362 11.126 -0.004 -0.002 -0.002
Si 11.692 3.442 10.621 0.01 -0.007 -0.015
Si 2.041 9.832 10.377 -0.001 -0.017 -0.016
Si 5.572 9.926 10.38 0.005 -0.011 -0.014
Si 9.55 9.952 10.707 -0.013 -0.013 0.009
Si 13.443 9.64 10.713 -0.002 -0.019 -0.015
Si -0.312 0.632 10.906 0.011 -0.018 0.008
Si 4.001 0.974 10.828 0.006 0.011 -0.015
Si 7.167 0.477 10.95 0.009 -0.015 -0.003
Si 11.997 1.119 11.045 0.002 0.008 0.006
Si 2.592 7.597 10.85 -0.012 0.011 -0.006
Si 5.658 7.597 10.583 -0.013 0.01 0.003
Si 8.704 7 10.911 0.008 -0.015 -0.006
Si 13.296 7.284 10.93 0 0.01 0.004
O 13.605 13.72 11.33 -0.007 0.005 -0.003
O 5.605 13.716 11.261 -0.008 0.015 0.006
O 5.937 0.516 26.449 -0.056 -0.014 0.003
O 11.636 -0.078 25.421 -0.003 -0.002 -0.04
O 3.094 7.972 15.434 -0.001 -0.005 -0.005
O 7.096 7.109 11.306 0.005 0 0.005
O 7.814 6.785 26.691 0.01 0.005 -0.02
O 0.057 6.765 26.642 -0.015 0.004 -0.009
O 8.243 3.401 12.782 -0.004 -0.014 0.018
O 3.031 13.151 12.008 -0.011 -0.002 0.003
O 9.5 10.713 12.185 0.003 -0.005 0.004
O 13.473 10.284 12.262 0.01 -0.004 0.023
O 11.935 6.862 11.778 -0.003 0 -0.001
O 4.17 7.217 11.277 0.009 -0.002 0.01
O 9.4 5.896 11.909 0.012 0.004 -0.002
O 3.92 3.938 12.14 -0.001 0.002 0.026
O 7.679 12.507 12.283 -0.001 0.013 -0.005
O 5.031 10.818 11.707 0.005 -0.004 0.013
O 2.082 10.643 11.821 0 0.004 0.004
O 15.954 2.042 10.77 0.008 0.004 0.001
O 11.529 4.256 12.079 -0.002 0.009 0.009
O 11.277 13.39 12.416 -0.007 0.002 0.018
O -0.861 6.672 11.736 0.005 0.009 0.002
O 0.399 12.653 12.134 -0.002 0.011 -0.015
O 13.008 7.156 25.906 0.001 -0.004 -0.002
O 3.641 1.109 25.21 0.006 0.001 -0.007
O 8.306 1.467 25.691 -0.011 -0.002 -0.022
O 5.235 6.761 25.935 -0.005 0.001 -0.009
O 7.721 9.737 25.663 0.005 0.003 -0.027
O 2.463 3.42 26.048 0.007 -0.008 -0.015
O 11.723 9.519 26.195 0.003 -0.011 -0.008
O 4.047 -1.324 26.161 0.006 0.053 -0.002
O 10.345 7.254 25.991 0.012 0.001 -0.007
O 10.22 3.92 25.833 0.004 0.002 -0.021
O 5.857 3.526 26.016 -0.003 0.001 -0.026
O 13.706 0.184 26.914 -0.008 0.002 -0.01
O 0.47 1.266 26.005 -0.004 -0.006 -0.028
O 2.539 6.821 25.724 0.001 0 -0.009
O 0.486 10.549 25.39 -0.004 0.01 -0.028
O 13.769 3.753 25.803 -0.003 -0.002 -0.019
Si 10.337 13.754 17.679 -0.006 0 -0.003
Si 12.213 -0.742 24.027 -0.002 0.004 0.016
Si 9.799 11.523 15.717 -0.014 0.001 -0.012
Si 10.434 3.911 24.225 0.008 -0.005 0.017
Si 16.189 10.186 21.226 0.002 -0.006 0.005
Si 13.571 3.467 24.22 -0.005 0.012 0.002
Si 10.994 13.557 14.012 -0.011 -0.014 -0.022
Si 1.467 3.011 20.512 -0.007 0.008 0.008
Si 17.41 8.504 16.446 0.003 0.008 0.001
Si 0.731 4.433 13.789 0.003 0.014 0.005
Si 4.514 12.996 17.598 0.003 0.003 0.001
Si 12.89 14.38 16.228 -0.008 -0.002 -0.001
Si 4.471 3.325 20.658 -0.004 -0.006 0.002
Si 7.767 9.634 24.026 -0.007 0.002 0.015
Si 8.224 15.254 14.117 0.012 0.006 -0.005
Si 10.759 9.428 23.128 0.006 -0.015 0.006
Si 15.091 6.796 17.359 0 0.006 0.007
Si -4.648 9.713 17.949 -0.01 0.003 0.001
Si 5.3 8.149 22.779 -0.011 0.006 0.017
Si 11.695 8.04 25.516 -0.007 0.004 0.004
Si 11.137 8.034 20.46 0.006 -0.002 -0.001
Si 5.375 13.809 14.62 0 -0.008 -0.002
Si 5.741 3.572 24.393 0.004 -0.012 0.014
Si 11.669 3.694 20.464 0.009 0 0.006
Si -1.02 4.846 21.613 0.001 -0.004 0.007
Si 15.621 0.565 17.017 0.004 0.002 0.001
Si 4.591 8.594 15.292 0 0.016 0.004
Si 3.94 7.582 25.396 -0.003 -0.005 -0.002
Si 2.982 2.546 24.786 0.006 0.002 0.007
Si 1.882 12.096 12.517 -0.006 0.005 -0.001
Si 10.942 5.74 12.446 -0.008 -0.003 -0.01
Si 0.016 13.16 20.221 -0.001 0.003 0.012
Si 3.92 10.281 20.829 0 0 0.005
Si -0.168 11.216 24.035 0.007 -0.014 0.02
Si 10.172 3.99 17.677 0 -0.005 -0.004
Si 3.824 3.661 13.748 0.004 -0.001 -0.023
Si 19.526 9.958 17.813 0.003 0.001 -0.001
Si 7.925 12.186 22.157 -0.008 0 0.003
Si 0.234 7.153 12.855 -0.012 -0.002 0.002
Si 14.111 4.301 15.899 0.008 0.001 -0.003
Si 14.095 9.785 13.696 -0.003 -0.005 -0.018
Si 0.355 1.385 24.368 0.003 0.002 0.019
Si 2.364 2.369 17.647 0.003 0.001 0.004
Si 6.441 5.385 22.199 -0.003 -0.007 0.008
Si 8.181 1.804 24.086 0.004 0.004 0.011
Si 0.824 11.131 15.152 0.009 0.012 -0.018
Si 12.76 8.509 16.137 0.003 0.01 -0.01
Si 9.666 5.49 21.915 0.013 -0.004 0.011
Si 8.234 11.203 13.087 0.001 -0.002 0.005
Si 5.441 10.821 13.297 0.003 0.001 -0.006
Si 11.559 5.84 15.442 -0.017 0.002 -0.019
Si 5.487 5.827 15.49 0 -0.014 -0.002
Si 5.301 13.028 20.475 0.006 0.003 -0.001
Si -1.084 7.607 20.367 -0.002 -0.004 0.005
Si 7.544 4.215 16.594 0.007 -0.019 -0.005
Si -2.941 13.549 21.377 -0.002 0.01 0.011
Si 4.7 4.117 17.556 -0.001 -0.003 0.001
Si 10.283 -0.731 20.046 -0.002 0.002 -0.003
O 14.85 5.219 17.027 -0.002 -0.002 -0.004
O 11.219 4.032 18.925 0 -0.002 -0.006
O 16.577 9.602 15.601 0.002 -0.007 0.002
O 13.044 5.255 15.113 0 -0.003 0.005
O 12.139 14.449 14.772 0.008 0 0.004
O 9.465 12.709 16.784 0.008 0.004 0.002
O 5.57 12.922 18.852 -0.002 -0.001 -0.002
O 11.609 7.354 16.048 0.001 -0.001 0.002
O 16.61 7.207 16.974 -0.001 -0.002 -0.005
O 0.421 12.713 23.735 -0.005 0.008 -0.004
O 15.17 3.684 14.816 -0.006 0 0.007
O 11.742 -0.532 20.715 0.002 -0.001 -0.005
O 6.961 10.19 13.23 -0.006 0.007 -0.003
O 6.854 14.376 14.244 -0.01 -0.004 -0.008
O 6.679 -0.127 21.263 0.001 0 -0.004
O 11.952 13.646 17.366 0.004 0 -0.002
O 12.345 9.527 17.357 0.003 -0.005 -0.001
O 13.671 11.338 24.2 -0.003 0.007 -0.008
O 9.116 -1.094 21.124 0.007 0 -0.008
O 14.748 6.447 21.465 0.002 0.004 -0.01
O 8.576 11.411 14.659 0.011 0.001 0.016
O 1.169 14.638 16.687 -0.006 -0.006 -0.006
O 2.909 16.276 21.178 0 0.003 -0.002
O 3.412 16.182 16.867 0.002 0.002 -0.007
O 12.312 0.505 22.98 -0.001 0 -0.011
O 17.175 7.225 12.175 -0.001 -0.005 0.001
O 14.222 4.583 23.215 0 -0.006 -0.006
O 4.073 7.755 23.789 0.009 0.005 -0.022
O 4.806 9.405 21.878 0 -0.002 -0.008
O 10.814 4.876 16.49 0.005 -0.005 0.001
O -0.293 8.578 13.421 -0.01 0.008 -0.004
O 5.727 6.831 21.901 0.007 -0.007 -0.012
O 11.925 2.128 20.823 0.001 -0.003 -0.007
O 4.57 9.754 14.156 0 -0.01 0.012
O 12.758 7.828 20.356 0.002 0.002 -0.006
O 14.168 7.804 16.485 0.008 -0.008 0.005
O 3.947 11.502 17.312 0.002 -0.001 -0.004
O 6.613 8.564 23.643 0.003 0.003 -0.014
O 2.333 9.919 21.044 -0.001 0 -0.005
O 10.916 9.268 21.513 0.001 -0.001 -0.012
O -0.212 8.974 20.624 0.002 0 -0.006
O 4.162 3.356 23.988 -0.001 -0.001 -0.014
O 8.469 0.535 23.128 0 0.001 -0.007
O 0.442 6.042 14.034 0.001 -0.014 0.002
O 4.276 14.936 14.11 0.006 0 0.003
O 3.257 13.907 18.134 0.001 0.002 -0.003
O 10.314 6.76 21.097 -0.004 0 -0.006
O 4.523 3.956 19.152 0.003 -0.001 -0.004
O 1.652 15.983 18.887 0.004 -0.004 -0.004
O 9.921 13.473 19.232 0.005 0 -0.004
O 4.855 14.566 20.789 0.002 0.001 -0.004
O -2.407 4.493 20.793 -0.003 -0.001 -0.006
O -0.649 7.006 18.93 0.001 0.001 -0.012
O 9.534 14.279 14.129 -0.001 0.002 0
O -1.376 0.646 20.991 0.003 -0.002 -0.01
O 0.249 3.969 21.044 0.003 -0.001 -0.006
O 9.986 10.106 16.554 0.001 -0.007 0
O 10.116 5.372 23.508 -0.005 0.004 -0.015
O 6.669 2.362 23.796 0.01 0.002 -0.011
O 4.848 4.723 14.459 0.002 0.007 0.008
O 5.596 4.21 21.44 0.005 0.005 -0.004
O 8.612 4.52 17.816 -0.002 0.005 0.001
O 18.056 9.257 17.74 -0.002 -0.003 -0.003
O 13.315 3.082 16.647 0.001 0.003 -0.005
O 11.033 12.081 14.766 0.002 0.006 0.001
O 10.345 4.145 21.292 -0.003 0.004 -0.006
O 14.849 11.05 14.388 0.005 -0.002 0.005
O 5.23 12.315 13.933 0.001 0.007 0.002
O 12.908 9.262 14.694 0 0 0.009
O 8.283 3.349 15.443 -0.004 0.01 0.011
O 5.498 7.324 14.862 0.001 -0.003 -0.003
O 8.029 5.466 21.77 -0.002 0.002 -0.008
O 10.54 8.412 18.953 0.005 -0.003 0.002
O 15.298 0.525 18.611 0.002 -0.001 -0.005
O 9.326 2.867 23.663 -0.006 -0.003 -0.012
O 11.695 8.319 23.904 -0.009 0.011 -0.026
O 7.064 5.576 15.834 0 0.009 -0.009
O 4.688 5.644 16.939 0.001 0.007 -0.006
O 16.283 11.994 16.527 0 0.003 0.004
O 1.661 2.243 23.864 -0.004 -0.008 -0.015
O 9.229 9.094 23.575 0.001 0.006 -0.012
O 5.06 9.194 16.756 0 -0.003 -0.006
O 4.185 11.907 20.967 0 -0.001 -0.005
O 1.916 11.828 14.133 -0.013 -0.011 0.028
O -1.048 2.093 23.928 0.006 -0.006 -0.01
O 10.768 5.906 14.038 0.009 0 0.019
O 1.106 1.425 20.79 -0.001 -0.004 -0.007
O 2.252 3.953 14.136 0.003 -0.001 0.007
O 7.463 10.995 23.174 0.002 -0.007 -0.01
O 4.513 9.841 19.363 -0.004 0.002 -0.01
O 11.963 3.401 23.906 0.004 -0.001 -0.014
O 10.54 10.959 18.928 0.001 -0.005 -0.001
O 6.31 4.987 23.792 0.001 0.003 -0.019
O 0.294 10.271 22.802 0.004 0.005 -0.009
O 9.963 2.435 17.271 0.005 0.005 -0.002
O 11.144 10.96 23.519 -0.001 0.001 -0.01
O 14.263 13.53 16.14 0.003 0.001 -0.004
O 5.189 13.589 16.238 -0.005 -0.001 0.002
O 6.178 16.309 17.168 0.005 0.004 -0.005
O 0.431 11.611 20.486 0 0.004 -0.007
O 8.161 14.586 10.821 -0.001 0.003 -0.006
O 3.608 0.615 27.805 0.073 0.015 -0.016
O 8.217 -0.866 26.826 -0.021 0.008 -0.012
O 15.799 4.153 12.231 0.003 0.004 0.015
O 22.272 16.895 10.59 0.001 -0.003 0.007
O -0.89 10.063 27.615 -0.009 -0.007 0.005
O 19.384 -3.828 26.166 -0.002 -0.004 -0.021
O 9.483 8.396 11.212 0.007 0.012 -0.001

Results
free energy: -253273.146 eV
free energy less fixed offsets of O -568.88, Si -635.61 eV per atom: -6.646 eV

The program warned: the cutoff lies below the one the program advises for these potential files; the forces do not sum to zero within the program's tolerance; the exchange-correlation potential is rough where the density is thin.
